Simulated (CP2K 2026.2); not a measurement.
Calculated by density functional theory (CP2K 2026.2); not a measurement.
Periodic cell of 501 atoms, Si360O141, from a study of silicon, its oxide and their interface. The atomic structure is a simulated model.
Doubt: the forces sum to 1.32 eV/angstrom along one axis rather than to zero, so they err by at least 0.0026 eV/angstrom per atom on average; the grid cutoff is modest.

Settings
functional: PBE
method: Gaussian and plane waves
basis set: DZVP-MOLOPT-SR-GTH
pseudopotentials: GTH-PBE
grid cutoff: 350 Ry, relative cutoff 50 Ry
k points: Gamma only
occupations: fixed
spin: none
net charge: 0

Cell vectors (angstrom)
a 16.32 0 0
b 0 16.32 0
c 2.8269 -7.7474 34.1423

Atoms and the computed forces on them: element, x, y, z (angstrom), force x, y, z (eV/angstrom)
Si 14.514 15.41 1.567 -0.037 0.01 0.004
Si 12.693 7.269 33.205 0.166 -0.172 0.63
Si 15.426 3.608 1.507 0.022 0.035 0.027
Si 1.695 6.405 1.617 0.004 -0.009 -0.005
Si 15.625 9.638 0.683 0.075 -0.114 0.076
Si 2.164 13.257 0.425 0.089 -0.069 0.649
Si 6.841 1.657 30.707 0.117 0.064 -0.083
Si 0.739 1.86 1.382 -0.006 -0.04 -0.048
Si 3.387 4.716 1.564 -0.048 0.04 0.069
Si 6.04 7.339 1.434 -0.091 0.081 0.015
Si 4.426 9.172 1.427 0.212 -0.181 0.492
Si 7.269 11.878 1.353 -0.027 0.012 0.02
Si 10.128 14.366 1.33 0.024 -0.004 0.028
Si 12.845 0.87 1.519 0.112 -0.324 0.54
Si 12.129 6.154 0.675 0.077 -0.041 0.09
Si 17.935 -4.842 31.294 0.035 -0.037 0.123
Si 8.974 10.118 1.361 -0.257 0.104 0.613
Si 11.841 12.612 1.458 -0.143 0.225 0.551
Si 16.223 0.116 2.787 0.001 -0.016 0.001
Si 2.553 2.801 2.673 0.011 -0.052 -0.103
Si 16.363 5.311 2.873 -0.002 0.021 -0.059
Si 2.74 8.18 2.78 -0.018 0.003 -0.067
Si 0.524 11.29 2.922 0.077 0.268 0.52
Si 2.2 13.043 2.774 -0.046 0.005 -0.055
Si 5.547 -0.019 2.769 -0.1 0.066 0.673
Si 8.645 3.294 2.934 0.199 0.137 0.589
Si 5.231 5.599 2.812 -0.003 0.001 -0.034
Si 7.995 8.247 2.516 0.027 -0.056 -0.108
Si 5.512 10.875 2.652 0.025 0.036 -0.062
Si 8.31 13.539 2.652 -0.023 0.004 -0.079
Si 10.989 -0.111 2.628 -0.006 0.042 -0.06
Si 13.7 2.644 2.798 -0.018 0.032 -0.053
Si 10.404 4.993 2.826 -0.165 -0.159 0.537
Si 13.694 8.048 2.745 -0.035 0.126 0.647
Si 10.78 10.919 2.708 -0.015 -0.005 -0.116
Si 13.534 13.645 2.756 0.016 -0.042 -0.048
Si 14.966 1.373 4.299 0.008 -0.004 -0.073
Si 1.346 4.018 4.281 0.004 -0.025 -0.068
Si 15.001 6.733 4.15 -0.012 0.01 0.014
Si 1.422 9.534 4.173 -0.04 -0.013 0.039
Si 14.983 12.274 4.012 -0.002 -0.04 0.004
Si 1.31 14.929 3.959 0.056 -0.004 0.01
Si 4.057 1.417 3.94 0.003 0.003 -0.018
Si 6.757 4.228 4.065 0.051 -0.034 -0.008
Si 4.009 6.885 4.285 -0.026 0.011 -0.041
Si 6.786 9.527 4.107 -0.014 -0.002 -0.063
Si 4.065 12.192 3.976 -0.028 0.024 0.003
Si 6.9 14.89 4.036 -0.012 0.009 -0.018
Si 9.602 1.358 3.969 -0.044 0.017 -0.031
Si 12.222 4.028 4.038 -0.044 0.046 0.017
Si 9.4 6.843 3.924 0.017 -0.018 0.025
Si 12.238 9.504 3.941 0.015 -0.002 0
Si 9.532 12.241 4.18 -0.022 0.039 -0.028
Si 12.228 14.953 4.196 -0.013 -0.002 -0.049
Si 13.582 -0.016 5.556 -0.014 -0.013 -0.023
Si 16.316 2.705 5.624 -0.027 -0.011 0.022
Si 13.567 5.399 5.435 -0.005 -0.016 -0.005
Si 16.34 8.151 5.466 -0.007 0.016 0.024
Si 13.599 10.875 5.337 0.026 -0.029 0.009
Si 16.284 13.646 5.43 0.012 0.019 -0.018
Si 2.726 -0.017 5.308 0.026 -0.006 0.002
Si 5.423 2.76 5.357 -0.02 -0.021 0
Si 2.693 5.44 5.564 0.026 0.043 0.006
Si 5.445 8.215 5.537 0.032 0.005 -0.008
Si 2.815 10.861 5.496 0.012 0.034 -0.003
Si 5.442 13.569 5.347 -0.016 0.005 0.007
Si 8.211 0.014 5.357 -0.003 0.037 0.036
Si 10.923 2.657 5.442 -0.003 -0.025 0.014
Si 8.099 5.56 5.445 0.016 0.019 0.029
Si 10.845 8.155 5.304 0.011 -0.029 0.007
Si 8.146 10.872 5.469 0.024 -0.024 0.014
Si 10.875 13.599 5.521 0.005 0.014 0.034
Si 14.961 -1.376 6.862 -0.017 -0.006 0.046
Si 1.403 1.288 6.816 0.022 -0.014 -0.002
Si 14.914 4.09 6.871 -0.003 0.026 0.008
Si 1.337 6.811 6.878 -0.028 -0.005 -0.002
Si 14.94 9.53 6.757 -0.008 0.002 -0.012
Si 1.368 12.258 6.751 0.022 0.009 -0.017
Si 4.092 -1.356 6.706 -0.008 0.017 -0.007
Si 6.802 1.371 6.704 -0.003 -0.003 -0.021
Si 4.106 4.071 6.825 0.034 -0.009 -0.02
Si 6.793 6.848 6.875 0.004 0.002 0.048
Si 4.11 9.546 6.906 0.02 -0.012 0.054
Si 6.768 12.236 6.785 -0.03 0.012 0.014
Si 9.51 -1.327 6.81 -0.029 0.005 0.009
Si 12.229 1.354 6.879 0.005 0 0.043
Si 9.503 4.094 6.712 0.001 -0.007 -0.002
Si 12.194 6.804 6.731 -0.015 -0.009 -0.006
Si 9.537 9.497 6.764 0.013 -0.007 0
Si 12.272 12.211 6.787 0.016 -0.007 0
Si 16.337 -0.019 8.193 0.015 -0.01 0.012
Si 2.742 2.692 8.159 -0.013 0.015 0.011
Si 16.285 5.454 8.206 -0.008 -0.006 0.016
Si 2.72 8.165 8.207 0.012 -0.009 0.013
Si 16.319 10.89 8.121 -0.003 -0.008 -0.009
Si 2.728 13.62 8.112 0.026 -0.001 -0.006
Si 5.447 0.006 8.087 0.006 0 0.008
Si 8.15 2.731 8.098 -0.004 -0.003 -0.007
Si 5.445 5.442 8.19 -0.015 -0.009 0.017
Si 8.185 8.188 8.185 0.006 -0.004 0.01
Si 5.462 10.911 8.219 -0.004 -0.005 0.023
Si 8.136 13.614 8.132 0.019 0.004 -0.001
Si 10.862 -0.006 8.203 -0.01 0.003 0.018
Si 13.585 2.717 8.218 0.001 0.007 0.015
Si 10.858 5.436 8.115 0.004 -0.003 -0.006
Si 13.571 8.163 8.109 0.002 0 0.01
Si 10.891 10.861 8.132 -0.022 0.022 0.007
Si 13.599 13.57 8.183 0.011 -0.005 0.011
Si 14.974 1.363 14.949 0.016 -0.014 -0.009
Si 1.346 4.081 14.963 0.006 -0.003 -0.012
Si 14.945 6.799 14.968 -0.005 0.008 -0.003
Si 1.348 9.531 14.966 -0.02 0.016 0.014
Si 14.962 12.234 14.958 0.001 0.002 0.005
Si 1.381 -1.364 14.963 0.006 -0.009 -0.006
Si 4.066 1.346 14.955 -0.001 0.001 -0.005
Si 6.799 4.081 14.925 0.001 -0.003 -0.001
Si 4.077 6.822 14.954 -0.002 -0.013 0.007
Si 6.815 9.536 14.969 0.012 0.004 -0.008
Si 4.083 12.255 14.965 -0.003 0.015 -0.004
Si 6.787 -1.376 14.96 -0.004 0.004 0.001
Si 9.519 1.358 14.944 -0.016 0.014 0.008
Si 12.264 4.1 14.941 -0.007 0.006 0.004
Si 9.52 6.834 14.941 -0.009 0.007 -0.012
Si 12.249 9.518 14.971 0.008 -0.021 -0.005
Si 9.516 12.216 14.976 0.009 -0.016 -0.001
Si 12.233 -1.377 14.965 -0.007 0.016 0.01
Si 13.61 0.001 16.296 0.004 -0.001 0.003
Si 16.318 2.714 16.342 0.002 0.003 0.006
Si 13.587 5.458 16.351 -0.001 0.001 -0.021
Si 16.305 8.159 16.319 0 -0.012 0.003
Si 13.611 10.875 16.327 -0.002 -0.01 0.002
Si 16.354 -2.747 16.303 0.006 0.021 -0.002
Si 2.726 -0.011 16.347 0.021 -0.008 -0.007
Si 5.444 2.711 16.27 -0.008 -0.008 -0.01
Si 2.69 5.476 16.304 -0.014 0.011 -0.003
Si 5.46 8.171 16.319 -0.012 0.002 0.003
Si 2.699 10.919 16.315 -0.008 0.007 -0.008
Si 5.438 -2.724 16.353 -0.008 -0.004 -0.012
Si 8.142 -0.005 16.291 -0.006 0.01 -0.007
Si 10.909 2.727 16.268 0.013 0 -0.005
Si 8.142 5.475 16.261 0.015 0.006 -0.011
Si 10.875 8.175 16.329 0.001 0.002 -0.01
Si 8.163 10.873 16.38 -0.012 -0.008 -0.004
Si 10.893 -2.769 16.333 -0.002 -0.019 0.002
Si 14.975 -1.399 17.613 -0.04 0.006 -0.031
Si 17.69 1.35 17.706 0.009 -0.02 0.011
Si 14.958 4.094 17.699 -0.014 0.021 -0.003
Si 17.636 6.809 17.704 -0.007 -0.023 -0.006
Si 14.974 9.528 17.689 0.036 0.003 0.002
Si 17.691 12.261 17.744 0.009 0.007 0.007
Si 4.078 -1.375 17.732 0.017 0.019 -0.017
Si 6.751 1.326 17.653 -0.016 -0.012 -0.003
Si 4.11 4.119 17.578 0.003 0.015 -0.039
Si 6.837 6.819 17.689 0.015 -0.025 0.002
Si 4.058 9.542 17.622 0.024 0.003 -0.001
Si 6.782 12.237 17.735 0.004 -0.007 0.014
Si 9.511 -1.374 17.617 -0.026 0.01 0.009
Si 12.278 1.397 17.649 -0.022 0.011 -0.008
Si 9.525 4.113 17.554 -0.005 -0.017 -0.039
Si 12.204 6.822 17.71 -0.014 -0.001 0.012
Si 9.547 9.512 17.746 0.023 -0.004 -0.035
Si 12.245 12.175 17.726 -0.008 0.013 0.004
Si 16.284 -0.062 19.005 0.055 0.016 0.028
Si 2.791 2.789 18.947 -0.019 -0.011 0.01
Si 16.273 5.457 19.1 -0.012 -0.03 -0.002
Si 2.718 8.198 18.984 -0.049 0.021 0.001
Si 16.366 10.838 19.081 -0.022 -0.02 0.018
Si 2.719 -2.689 19.149 0.003 -0.008 0.043
Si 5.411 -0.008 19.107 0.003 0.014 0.004
Si 8.175 2.734 18.844 0.04 0.047 -0.028
Si 5.44 5.446 18.982 -0.021 -0.005 0.033
Si 8.225 8.123 19.108 -0.005 -0.004 -0.009
Si 5.364 10.854 19.049 0.025 0.041 -0.004
Si 8.155 -2.666 19.043 -0.008 0.009 -0.036
Si 10.918 -0.026 18.91 0.001 -0.023 -0.01
Si 13.583 2.775 19.075 -0.003 0.01 0.016
Si 10.795 5.431 19.011 -0.004 0.028 -0.031
Si 13.556 8.232 19.043 -0.047 -0.019 0
Si 10.891 10.845 19.165 -0.005 -0.009 0.016
Si 13.68 -2.788 18.994 0.048 -0.021 0.022
Si 14.976 1.363 20.343 -0.005 -0.015 -0.01
Si 17.776 4.119 20.343 -0.024 0.037 0.021
Si 14.831 6.837 20.405 -0.001 -0.03 -0.007
Si 17.755 9.499 20.464 0.06 0.001 0.011
Si 14.991 -4.16 20.434 -0.016 0.027 0.019
Si 17.629 -1.331 20.5 0.016 0.007 -0.016
Si 4.048 1.431 20.405 0.001 -0.037 -0.005
Si 6.846 4.037 20.234 -0.024 -0.016 0.016
Si 4.069 6.847 20.298 0.028 0.011 0.023
Si 6.783 9.486 20.339 0.004 0.067 0.001
Si 4.044 -4.116 20.508 0.014 0.018 0.002
Si 6.808 -1.34 20.482 -0.048 -0.07 0.008
Si 9.523 1.371 20.146 -0.017 -0.04 0.055
Si 12.142 4.128 20.406 0.022 -0.004 -0.033
Si 9.524 6.715 20.548 -0.017 0.001 -0.014
Si 12.231 9.464 20.595 -0.018 -0.002 -0.006
Si 9.534 -3.996 20.408 -0.03 -0.017 0.027
Si 12.32 -1.372 20.233 -0.063 0.046 0.031
Si 13.619 -0.02 21.652 0.012 -0.026 0.064
Si 16.784 2.326 21.486 0.166 -0.141 -0.448
Si 13.032 5.916 21.668 -0.227 0.255 -0.504
Si 16.272 8.15 21.699 -0.009 0.017 -0.001
Si 13.622 10.873 21.923 0.021 0.005 0.041
Si 16.386 -2.858 21.837 0.011 -0.017 0.007
Si 2.16 0.62 21.58 -0.006 0.029 0.043
Si 5.576 2.702 21.669 0.005 -0.053 0.018
Si 2.795 5.514 21.723 -0.044 0.023 0.014
Si 5.513 8.052 21.706 0.018 -0.003 0.103
Si 2.785 10.808 21.978 -0.013 -0.019 0.066
Si 5.656 -2.965 21.794 -0.163 0.272 -0.747
Si 8.251 0.111 21.638 -0.005 0.046 -0.005
Si 10.783 2.649 21.634 -0.032 0.005 0.143
Si 6.296 6.203 23.009 -0.106 -0.156 -0.615
Si 11.273 7.647 21.875 0.048 -0.027 0.092
Si 7.871 11.15 21.578 0.142 -0.041 -0.784
Si 10.972 -2.619 21.685 0.033 -0.064 0.017
Si 14.769 -1.614 22.933 0.03 0.083 -0.757
Si 13.244 5.19 24.722 0.002 0.035 0.05
Si 14.911 2.865 25.845 0.099 0.009 0.063
Si 17.358 6.553 22.997 0.33 0.098 -0.682
Si 15.25 9.666 23.175 -0.179 0.016 -0.701
Si 17.484 -4.408 23.351 0.204 0.199 -0.696
Si 2.502 -3.285 26.11 -0.058 -0.032 -0.085
Si 7.226 1.672 23.072 -0.053 -0.037 0.087
Si 4.624 4.494 22.804 0.098 0.03 -0.03
Si 8.098 5.267 21.798 -0.021 0.009 0.133
Si 4.3 9.388 23.178 -0.067 0.125 -0.781
Si 8.861 10.412 24.4 -0.133 0.029 -0.011
Si 10.13 -0.722 22.75 -0.023 0.095 -0.055
Si 11.845 0.943 22.838 -0.155 -0.097 -0.598
Si 8.967 3.397 22.966 -0.147 -0.194 -0.742
Si 16.87 3.874 24.07 -0.096 -0.073 -0.163
Si 7.956 -6.542 29.854 0.093 0.071 0.026
Si 12.5 -3.717 23.1 -0.131 -0.17 -0.729
Si 15.134 -5.747 30.339 0.174 0.025 0.007
Si 10.732 -5.613 30.06 -0.137 -0.05 -0.059
Si 4.461 -1.718 24.524 0.183 -0.004 -0.029
Si 5.773 -0.936 31.827 0.096 -0.05 -0.001
Si 9.39 6.656 26.519 -0.036 0.059 -0.06
Si 12.301 1.971 32.374 -0.1 -0.022 0.08
Si 18.558 6.92 33.879 -0.267 0.256 0.565
Si 13.625 1.606 28.147 -0.025 0.009 -0.057
Si 9.676 -0.825 24.981 0.127 0.113 -0.697
Si 11.21 5.824 31.123 -0.04 0.043 0.059
Si 6.589 3.28 33.143 -0.038 -0.131 0.144
Si 14.696 0.472 32.473 0.04 0.045 -0.026
Si 3.388 -0.742 33.808 0.324 -0.106 0.601
Si 9.199 5.099 33.486 0.292 -0.231 0.51
Si 4.514 15.187 0.177 -0.005 -0.055 -0.026
Si 14.947 8.365 28.202 0.143 0.024 0.042
Si 4.009 5.206 26.743 0.034 0.102 0.028
Si 7.503 -3.934 34.029 -0.39 0.357 0.335
Si 3.647 3.351 24.539 0.258 0.125 -0.337
Si 5.976 -4.878 28.146 0.033 0.035 0.058
Si 6.755 -2.052 29.285 0.012 0.071 0.04
Si 17.496 -2.994 33.736 0.373 -0.429 0.473
Si 10.54 -3.77 25.458 0.007 0.03 -0.167
Si 2.561 0.579 23.875 -0.115 0.161 -0.58
Si 18.252 5.603 28.941 -0.063 -0.041 -0.076
Si 18.055 8.554 27.94 -0.012 -0.103 -0.024
Si 10.496 4.181 25.62 0.082 -0.097 -0.091
Si 2.985 -5.054 28.698 -0.044 0.108 -0.059
Si 6.56 -6.46 32.581 0.052 -0.015 0.177
Si 2.625 7.596 25.22 -0.019 0.05 0.042
Si 12.948 3.757 30.116 0.049 -0.011 0.003
Si 11.443 -3.332 28.188 -0.104 0.049 0.032
Si 13.754 8.014 25.477 0.083 -0.099 -0.063
Si 10.187 8.047 29.082 -0.013 -0.063 0.005
Si 6.097 9.883 25.583 -0.074 -0.096 -0.072
Si 10.821 8.119 24.232 -0.005 -0.326 -0.644
Si 6.366 6.955 26.16 -0.077 -0.042 -0.124
Si 6.844 0.309 25.093 0.139 0.568 -0.623
Si 6.844 2.086 0.94 0.02 0.004 0.085
Si 14.436 -3.092 28.715 0.048 0.058 0.012
Si 9.766 0.594 31.4 -0.055 0.06 -0.004
Si 11.592 1.377 25.897 0.013 -0.038 -0.212
Si 15.342 -0.561 29.784 0.059 0.027 -0.006
Si 16.652 -1.568 27.51 0.067 -0.109 -0.006
Si 8.496 -1.278 33.434 0.021 0.238 0.49
Si 3.497 -6.616 33.23 -0.034 0.319 0.802
Si 16.091 3.223 33.278 -0.047 0.067 0.069
Si 15.403 5.622 29.37 0.108 -0.038 0.05
Si 16.06 0.234 25.138 0.078 -0.015 -0.058
Si 9.524 -0.99 28.973 -0.161 -0.032 0.044
Si 14.156 -6.527 33.121 0.078 -0.081 0.132
Si 17.159 5.364 31.54 0.088 0.009 0.036
Si 11.378 -6.489 32.926 0.016 -0.036 0.117
Si 7.18 0.582 28.008 0.019 -0.005 0.044
Si 14.97 1.354 9.54 -0.001 0.001 -0.006
Si 1.36 4.066 9.511 -0.011 0.001 -0.023
Si 14.924 6.827 9.523 -0.004 -0.016 -0.001
Si 1.345 9.539 9.521 0.008 0.006 0.006
Si 14.971 12.223 9.526 0.004 0.016 0.01
Si 1.379 -1.377 9.527 -0.012 0.003 0.004
Si 4.105 1.345 9.505 0.015 -0.008 -0.002
Si 6.813 4.071 9.515 0.011 0.016 0.01
Si 4.077 6.795 9.549 0.005 0.006 0.001
Si 6.825 9.539 9.55 0.004 0.009 0.005
Si 4.069 12.274 9.519 0.001 -0.004 0.013
Si 6.787 -1.347 9.491 -0.019 0.003 -0.004
Si 9.493 1.379 9.511 0.013 0.001 0.009
Si 12.211 4.097 9.521 0 -0.017 0.007
Si 9.526 6.794 9.514 -0.015 -0.004 0.004
Si 12.237 9.514 9.506 0.001 -0.014 -0.002
Si 9.519 12.243 9.48 -0.011 -0.006 -0.025
Si 12.236 -1.378 9.535 0.002 0.008 -0.004
Si 13.602 -0.01 10.888 0.014 -0.006 -0.008
Si 16.327 2.719 10.885 0.006 -0.003 0.003
Si 13.58 5.451 10.878 -0.014 0.019 0.005
Si 16.305 8.172 10.879 -0.023 0.01 -0.004
Si 13.597 10.869 10.876 0.011 -0.015 -0.001
Si 16.329 13.59 10.884 0.019 -0.013 -0.003
Si 2.735 -0.002 10.871 0.009 0.006 0.003
Si 5.448 2.711 10.874 -0.002 -0.013 0.005
Si 2.706 5.432 10.888 0.006 -0.01 -0.002
Si 5.446 8.17 10.888 0.004 -0.012 -0.007
Si 2.714 10.899 10.876 0.002 0.016 -0.009
Si 5.44 13.619 10.873 -0.009 0.016 0.002
Si 8.145 0.002 10.867 -0.015 0.003 0.001
Si 10.866 2.724 10.879 -0.011 0.026 -0.001
Si 8.163 5.441 10.878 0.011 -0.01 0.003
Si 10.885 8.157 10.87 0.008 -0.01 0.001
Si 8.18 10.903 10.885 -0.001 0 0.001
Si 10.869 13.584 10.878 -0.005 0.002 -0.004
Si 14.969 -1.366 12.244 -0.006 0.009 -0.002
Si 1.368 1.354 12.234 0.002 0.008 -0.001
Si 14.958 4.089 12.223 0.014 -0.007 -0.013
Si 1.348 6.807 12.243 -0.001 -0.014 0.005
Si 14.95 9.518 12.244 0.003 0.004 0.014
Si 1.361 12.24 12.253 -0.007 -0.002 0.013
Si 4.085 -1.354 12.236 0.001 -0.004 0.004
Si 6.797 1.354 12.243 0.002 0.003 0.011
Si 4.073 4.07 12.233 0.001 0.006 0.006
Si 6.8 6.804 12.242 -0.012 0.01 -0.001
Si 4.081 9.54 12.236 0.003 -0.003 -0.005
Si 6.801 12.252 12.235 0.012 -0.005 -0.006
Si 9.507 -1.368 12.23 0.006 0 -0.005
Si 12.235 1.358 12.239 0.005 -0.003 -0.004
Si 9.525 4.091 12.241 -0.008 -0.006 0.009
Si 12.235 6.809 12.242 0.001 -0.003 0.007
Si 9.534 9.528 12.229 -0.007 0.004 -0.011
Si 12.237 12.232 12.241 -0.012 0.006 0.001
Si 16.335 -0.006 13.6 0.013 0.001 0.003
Si 2.712 2.717 13.603 0 -0.017 0.006
Si 16.305 5.441 13.602 -0.02 0.005 0.008
Si 2.717 8.182 13.594 0.01 0.015 0
Si 16.311 10.875 13.597 -0.004 -0.012 -0.004
Si 2.732 -2.713 13.595 0.007 0.01 0.003
Si 5.435 -0.007 13.603 -0.004 0.007 0.004
Si 8.167 2.723 13.583 0.012 0.008 -0.008
Si 5.424 5.443 13.588 -0.002 -0.015 0.001
Si 8.162 8.184 13.584 0.008 -0.01 0.005
Si 5.446 10.893 13.606 -0.003 0.009 0.004
Si 8.16 -2.73 13.61 -0.019 0.009 0.002
Si 10.873 -0.016 13.593 -0.018 -0.013 0.003
Si 13.612 2.724 13.585 -0.004 0.018 0.004
Si 10.882 5.455 13.601 0.002 0.004 -0.001
Si 13.595 8.158 13.605 0.001 -0.002 0
Si 10.885 10.871 13.609 0.008 -0.012 0.004
Si 13.603 -2.723 13.598 0.013 0.003 0.004
O 12.808 6.995 1.875 0.005 -0.357 0.159
O 8.093 2.975 1.423 0.383 0.314 -0.302
O 4.613 15.379 1.782 -0.29 -0.104 0.237
O 6.673 0.782 1.872 0.641 -0.315 0.07
O 11.024 9.441 29.083 0.359 0.116 -0.256
O 3.538 8.302 24.114 -0.097 -0.339 -0.011
O 13.483 5.381 23.146 0.14 -0.25 -0.174
O 14.995 1.434 25.108 -0.366 0.079 -0.554
O 12.957 3.27 31.669 0.428 0.316 0.299
O 3.121 -0.908 24.153 -0.544 -0.056 -0.078
O 10.233 9.6 24.506 0.377 0.147 0.084
O 6.801 -4.076 22.163 -0.021 -0.107 0.465
O 6.962 -0.97 32.93 -0.052 0.181 0.442
O 2.941 0.831 33.899 0.261 0.128 -0.437
O 12.397 12.013 0.021 0.03 -0.028 -0.445
O 10.314 -2.187 25.538 0.175 -0.025 0.255
O 4.982 -6.69 32.631 0.138 -0.272 -0.49
O 9.665 5.069 26.674 -0.064 -0.193 0.526
O 18.038 -3.831 24.788 -0.119 0.017 0.022
O 18.021 -2.07 26.831 0.286 0.216 -0.177
O 6.468 -3.365 28.406 -0.064 -0.028 -0.192
O 15.595 -0.919 24.137 0.253 0.025 0.313
O 0.333 10.642 1.416 0.353 0.016 -0.298
O 17.572 7.256 24.461 -0.403 0.307 0.453
O 5.961 -2.101 30.704 -0.398 -0.642 0.231
O 14.477 -1.93 29.843 -0.507 -0.104 0.696
O 14.689 6.82 28.583 -0.439 -0.072 -0.07
O 12.205 1.366 24.392 0.586 -0.03 0.248
O 9.595 -0.608 32.463 0.357 -0.274 0.003
O 14.709 8.811 24.448 -0.05 -0.034 0.19
O 10.313 7.394 27.62 0.382 0.121 -0.042
O 2.121 3.838 24.327 -0.165 0.153 -0.058
O 11.758 -4.171 24.477 0.148 -0.576 0.345
O 14.534 -0.574 33.667 -0.454 -0.055 -0.138
O 2.875 8.213 33.147 0.042 -0.094 -0.54
O 10.842 5.38 1.276 -0.452 0.062 -0.393
O 17.476 2.841 33.993 0.216 0.198 -0.253
O 5.367 4.149 33.754 -0.475 -0.198 -0.14
O 4.579 -5.104 28.909 0.176 -0.239 0.591
O 14.38 -5.733 31.754 -0.436 0.213 -0.069
O 12.522 6.157 32.038 0.283 -0.227 -0.3
O 13.147 5.086 0.04 -0.197 -0.305 -0.141
O 16.418 5.261 23.37 -0.658 -0.13 0
O 16.356 10.765 23.71 -0.231 -0.037 0.542
O 13.639 -2.624 23.561 -0.017 0.002 0.385
O 11.474 -5.92 31.442 0.308 0.053 -0.177
O 16.26 3.686 25.55 0.269 0.257 0.473
O 18.416 5.223 30.512 0.626 -0.146 0.201
O 16.391 2.714 23.044 -0.472 -0.259 0.284
O 6.779 1.935 34.053 -0.006 -0.112 -0.222
O 5.792 -5.204 26.576 -0.366 0.477 -0.31
O 12.724 -6.022 33.72 0.129 0.201 0.348
O 10.336 0.377 25.847 -0.324 0.109 0.501
O 3.254 6.202 25.715 -0.209 -0.103 -0.362
O 11.106 2.864 26.313 -0.011 0.222 0.276
O 8.592 -2.908 33.373 0.57 -0.134 -0.325
O 12.343 2.122 33.977 0.126 0.158 -0.159
O 14.009 6.401 25.491 0.431 -0.179 0.455
O 5.954 6.689 33.988 -0.156 0.048 -0.488
O 16.734 -0.911 29.004 0.629 0.316 0.383
O 16.056 -0.375 26.618 -0.205 0.458 0.394
O 16.708 -5.728 30.715 0.218 -0.25 -0.026
O 8.631 8.402 29.359 -0.342 -0.667 0.002
O 6.89 -4.908 32.892 -0.177 0.244 -0.625
O 5.535 -0.637 25.028 -0.044 -0.178 0.022
O 5.697 8.442 26.233 -0.403 -0.029 0.221
O 8.071 -0.761 25.186 -0.165 -0.632 0.055
O 15.998 6.2 30.772 -0.413 0.474 0.286
O 5.283 10.198 24.213 0.18 0.58 0.063
O 18.688 -4.257 29.974 0.303 0.628 -0.161
O 18.929 -5.712 32.224 -0.163 0.167 -0.055
O 18.335 -1.598 33.638 -0.103 0.248 -0.328
O 8.346 -1.915 29.626 0.075 -0.32 0.325
O 10.881 -4.229 26.963 0.169 -0.728 0.178
O 7.679 9.771 25.275 0.344 -0.43 0.163
O 4.329 -1.06 32.525 -0.331 -0.383 -0.355
O 13.195 0.705 31.92 -0.29 -0.438 -0.377
O 18.388 7.202 28.744 0.1 0.207 0.393
O 7.021 -6.853 31.107 -0.337 -0.386 -0.171
O 11.656 5.139 25.01 0.072 0.123 -0.161
O 9.988 -6.006 33.55 -0.174 0.19 -0.47
O 12.539 1.476 0.008 0.304 0.239 -0.3
O 17.419 -3.642 32.247 -0.263 0.111 -0.232
O 9.464 3.731 24.477 -0.237 -0.128 0.352
O 6.807 1.104 26.522 -0.35 0.695 0.256
O 12.241 8.174 24.982 0.103 0.227 0.325
O 14.673 9.269 29.506 -0.216 -0.101 0.426
O 4.166 3.762 26.023 0.493 -0.267 0.429
O 5.455 2.878 0.975 -0.246 -0.17 0.391
O 5.821 0.468 31.057 -0.631 0.055 -0.045
O 13.739 3.743 25.199 -0.363 -0.433 -0.315
O 15.604 -2.809 27.618 0.066 -0.36 -0.31
O 3.635 1.721 24.366 0.409 -0.26 -0.019
O 9.78 7.125 25.008 -0.128 -0.089 -0.274
O 11.29 -4.214 29.524 0.129 -0.022 0.502
O 7.944 4.14 33.171 0.026 -0.171 -0.059
O 18.693 9.777 28.752 0.128 0.032 0.569
O 6.333 2.922 31.577 -0.135 0.534 -0.274
O 17.542 0.762 24.772 -0.148 0.217 0.035
O 6.884 1.777 29.083 -0.016 0.592 -0.149
O 5.029 -2.464 23.211 0.001 -0.068 0.186
O 8.737 0.088 28.043 0.342 0.27 -0.262
O 14.707 -4.491 29.439 -0.299 0.042 -0.015
O 2.647 -4.419 27.251 0.047 -0.131 -0.21
O 11.37 8.213 33.014 -0.506 -0.126 0.188
O 9.158 -4.414 24.925 -0.448 0.422 0.024
O 3.982 -2.778 25.655 0.473 -0.113 0.427
O 15.274 1.863 33.039 -0.098 -0.096 0.076
O 14.738 8.844 1.779 0.256 0.177 0.201
O 10.093 5.224 32.135 -0.089 -0.28 -0.26
O 10.321 -0.103 30.063 0.426 0.044 -0.381
O 14.661 2.62 27.411 0.583 0.363 0.137
O 14.011 8.184 32.878 0.667 -0.32 -0.462
O 12.67 0.924 27.022 0.205 -0.497 0.096
O 16.732 5.125 28.536 -0.178 -0.443 -0.64
O 6.5 6.528 24.604 0.208 -0.086 0.04
O 10.777 1.734 31.91 -0.11 0.495 0.094
O 5.45 5.904 27.002 0.33 -0.121 0.374
O 8.341 1.301 31.184 0.149 0.189 0.017
O 16.518 3.921 31.889 -0.21 -0.434 -0.367
O 13.013 -3.048 27.962 0.149 0.245 -0.265
O 14.468 0.528 28.978 -0.024 0.083 0.027
O 15.647 -0.06 31.284 0.589 0.039 0.133
O 10.618 -1.944 28.285 0.107 0.223 -0.242
O 16.465 8.669 27.745 0.1 0.152 -0.38
O 2.395 8.572 26.467 0.088 0.429 -0.101
O 7.837 6.962 26.806 -0.071 0.063 0.401
O 6.322 -0.746 28.415 -0.379 -0.151 -0.068
O 8.471 10.354 22.848 0.002 -0.325 0.135
O 7.079 -5.916 28.673 -0.094 -0.159 -0.223
O 0.617 13.649 0.137 -0.244 -0.246 0.233
O 7.315 -7.418 33.645 0.136 0.251 0.046
O 11.681 4.752 30.007 -0.433 -0.067 -0.403
O 8.619 6.589 33.817 0.301 0.384 -0.183
O 9.129 -5.502 30.267 -0.086 0.408 0.372
O 14.327 4.469 29.678 0.244 -0.107 0.097
O 13.973 8.649 26.946 -0.418 0.576 0.278
O 17.587 6.13 32.87 -0.169 0.159 -0.047
O 3.122 4.95 28.07 0.004 -0.598 0.305
O 10.681 7.091 30.281 -0.171 -0.002 0.303
O 12.72 2.478 29.161 -0.628 -0.209 0.206

Results
total energy: -100341.365 eV
total energy less fixed offsets of O -438.35, Si -107.03 eV per atom: -3.215 eV
